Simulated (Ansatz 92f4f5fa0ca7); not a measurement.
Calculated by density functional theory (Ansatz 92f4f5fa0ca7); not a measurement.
Periodic cell of 224 atoms, Si133O88H3, from a study of silicon, its oxide and their interface. The atomic structure is a simulated model.
Doubt: the cutoff is far below the 930 eV that the study's wrapper takes by default for these files, so forces and energies are approximate.
This geometry differs little from another in the collection (a relaxation step or a small displacement).

Settings
functional: PBE
potential files: Ansatz PAW
basis: plane waves
wave-function cutoff: 580 eV
density cutoff ratio: 5
exchange-correlation grid ratio: 1
k mesh: 1 x 1 x 1, Gamma-centred
self-consistency stop: 5e-08 eV per atom in the density residual
occupations: fixed
spin: none
net charge: +1 e, with a uniform compensating background and no finite-size correction

Cell vectors (angstrom)
a  10.938  0  0
b  0  10.938  0
c  0  0  31.948

Atoms: element, x, y, z (angstrom)
Si  0.2972  10.5454  24.3976
Si  5.229  0.1427  24.5302
Si  2.9751  2.3429  24.5301
Si  7.9403  2.9238  24.5026
Si  10.6297  5.4213  24.4478
Si  5.7704  5.2053  24.4405
Si  2.5943  8.3559  24.5393
Si  8.5246  7.7766  24.4262
Si  1.3631  1.2248  25.8108
Si  6.823  1.3154  25.8042
Si  4.1425  4.0255  25.7269
Si  9.4811  4.0235  25.9132
Si  1.3655  6.6756  25.6714
Si  6.9033  6.7485  25.8174
Si  4.0918  9.5339  25.9046
Si  9.6115  9.4412  25.7137
Si  2.7213  -0.0545  27.2609
Si  8.2429  -0.0816  27.0871
Si  0.0074  2.6499  27.1424
Si  5.4716  2.6901  27.1888
Si  2.7579  5.3916  27.0867
Si  8.1908  5.423  27.2809
Si  0.0408  8.0973  27.1176
Si  5.5154  8.1443  27.152
Si  4.0927  1.3511  28.5658
Si  9.576  1.2984  28.5054
Si  1.3745  4.0585  28.4903
Si  6.8136  4.0507  28.588
Si  4.1054  6.7845  28.4913
Si  9.5962  6.8127  28.5544
Si  1.3552  9.4837  28.5483
Si  6.8619  9.5412  28.5087
Si  0.0107  -0.036  29.8938
Si  5.4871  -0.017  29.89
Si  2.7326  2.7345  29.9036
Si  8.2283  2.6945  29.8974
Si  0.0266  5.4413  29.8906
Si  5.4624  5.4562  29.907
Si  2.7591  8.1654  29.8941
Si  8.222  8.1936  29.8992
Si  1.3673  1.3673  31.2643
Si  6.8362  1.3673  31.2643
Si  4.1018  4.1018  31.2643
Si  9.5708  4.1018  31.2643
Si  1.3673  6.8362  31.2643
Si  6.8362  6.8362  31.2643
Si  4.1018  9.5708  31.2643
Si  9.5708  9.5708  31.2643
Si  2.7345  0  0.6835
Si  8.2035  0  0.6835
Si  0  2.7345  0.6835
Si  5.469  2.7345  0.6835
Si  2.7345  5.469  0.6835
Si  8.2035  5.469  0.6835
Si  0  8.2035  0.6835
Si  5.469  8.2035  0.6835
Si  4.1028  1.3869  2.0577
Si  9.5342  1.4125  2.0372
Si  1.3421  4.1366  2.0473
Si  6.8112  4.1177  2.0511
Si  4.0948  6.8679  2.061
Si  9.5607  6.856  2.0558
Si  1.3705  9.5675  2.0322
Si  6.8096  9.5904  2.0671
Si  -0.0266  0.0159  3.314
Si  5.4682  0.0456  3.4637
Si  2.72  2.7771  3.3871
Si  8.1554  2.7717  3.4422
Si  -0.0041  5.5189  3.4418
Si  5.4659  5.5044  3.4211
Si  2.7589  8.2649  3.4483
Si  8.1968  8.2347  3.4177
Si  1.3579  1.3405  4.655
Si  6.8115  1.427  4.8727
Si  4.003  4.2365  4.7656
Si  9.5386  4.1372  4.7866
Si  1.3509  6.9446  4.7997
Si  6.8456  6.8502  4.8234
Si  4.1178  9.6397  4.8631
Si  9.516  9.707  4.7199
Si  2.7257  0.1369  6.1624
Si  8.2212  0.0807  6.2401
Si  -0.0191  2.6787  5.9785
Si  5.3789  2.8591  6.1507
Si  2.6898  5.6265  6.231
Si  8.3916  5.6095  6.2753
Si  0.02  8.4413  6.0497
Si  5.5427  8.2742  6.2022
Si  3.6939  1.8435  7.4903
Si  9.831  1.2583  7.5357
Si  1.4031  3.9441  7.2687
Si  6.4582  4.6671  7.1264
Si  4.2979  6.8157  7.5709
Si  9.5749  7.315  7.5212
Si  1.1331  9.9551  7.4895
Si  7.1797  9.3541  7.5455
O  9.6178  6.6183  23.9072
O  4.1115  1.2529  24.0172
O  8.3369  8.2588  8.0824
O  2.5559  2.9533  7.9247
O  6.8539  4.0598  23.9438
O  1.4602  9.4349  24.025
O  5.4584  5.6448  7.993
O  -0.0011  0.1098  8.0108
H  6.5462  9.9181  8.7693
O  10.6584  6.8984  8.7057
O  1.7451  9.2439  8.8384
O  4.2345  1.3085  8.9201
O  0.3023  4.3545  8.424
O  9.2441  2.0139  8.8926
O  3.758  7.5209  8.9561
H  7.9289  8.3435  23.186
H  8.6046  2.3266  23.3075
O  5.2604  5.975  23.0769
O  2.23  2.8415  23.1627
O  10.6824  0.1203  22.9295
O  0.0386  4.3825  23.2021
O  3.443  7.9107  23.2131
O  5.9113  10.3849  23.2044
Si  9.5658  9.32  14.9967
Si  2.4547  4.9579  11.6198
Si  0.8441  0.6999  14.7103
Si  10.0436  9.9331  18.8658
Si  6.8323  0.3934  11.6723
Si  9.5643  7.1933  12.7227
Si  2.0426  9.205  17.9599
Si  2.9717  8.715  9.7795
Si  4.1765  2.5071  16.8583
Si  4.5087  7.1585  22.2402
Si  10.8687  5.3494  16.7669
Si  2.6146  6.3702  17.8809
Si  0.9714  2.5642  17.269
Si  5.7367  6.6017  16.9766
Si  8.5885  4.7298  11.4943
Si  10.9915  5.5184  9.5418
Si  3.0987  0.1167  20.2067
Si  1.6299  7.5712  12.4809
Si  5.7203  9.8904  21.6553
Si  1.3628  1.8929  11.7846
Si  0.2581  0.5567  21.4312
Si  2.6919  9.4493  14.8306
Si  8.9417  3.3099  15.5623
Si  1.0233  3.4626  22.2637
Si  9.3592  1.8674  10.5385
Si  5.575  8.7816  15.0045
Si  6.8062  8.3051  12.2924
Si  3.042  5.0673  20.4976
Si  9.4013  1.6374  18.2425
Si  7.9492  0.9094  14.4422
Si  5.9621  4.2941  15.1234
Si  7.0062  0.9191  19.7833
Si  5.5691  5.4862  12.1176
Si  4.6629  2.703  19.766
Si  4.0379  0.6168  10.3837
Si  6.0384  0.2809  16.786
Si  8.7202  7.6607  17.6071
O  0.118  1.7637  18.441
O  6.0089  9.6808  16.2846
O  1.4848  5.5144  10.3692
O  6.9459  4.9047  11.3721
O  3.398  1.6761  19.8642
O  7.1088  7.2327  17.6964
O  6.9633  1.0625  13.156
O  5.7071  7.127  11.9396
O  5.4329  1.0443  11.1177
O  10.2638  10.6673  20.3366
O  8.9753  8.717  16.3824
O  1.8888  3.4525  11.9341
O  0.5912  1.863  15.8289
O  8.9019  2.7129  17.1087
O  8.8532  3.1246  11.4605
O  4.9451  3.0703  18.192
O  2.3597  11.0379  14.7491
O  7.0726  1.0637  15.8059
O  9.5474  5.2538  10.2604
O  2.5884  2.6287  17.1903
O  1.4491  6.1035  16.6705
O  2.1669  7.7391  18.6365
O  5.9914  2.0313  20.4157
O  9.1684  8.5326  18.9446
O  3.6214  6.4886  21.0487
O  0.7897  1.3498  13.2116
O  2.1626  6.0471  12.8173
O  8.4228  1.7486  19.5712
O  1.8189  8.5001  13.8068
O  2.6615  1.0759  11.1656
O  9.2411  10.9837  17.8768
O  6.9721  10.5418  20.7899
O  9.1818  2.0009  14.5535
O  11.0002  7.4561  11.9896
O  6.7257  8.5806  13.8893
O  6.4679  0.3654  18.3432
O  0.3781  4.0392  17.6051
O  9.1738  5.5806  12.7892
O  8.5425  10.3494  14.275
O  8.2645  0.6818  10.8926
O  2.4414  8.1746  11.2061
O  4.2305  9.3431  14.304
O  6.5521  9.7236  11.5513
O  5.6097  8.2426  21.66
O  9.7505  7.9279  14.1573
O  8.3282  7.8596  11.8876
O  2.5158  5.1701  18.9631
O  1.7737  0.0366  21.1388
O  1.719  4.5316  21.2672
O  10.9759  1.6909  10.8158
O  10.0171  4.5837  15.5159
O  4.2953  4.0296  20.6139
O  5.5735  5.0169  13.6947
O  0.4989  9.6546  18.082
O  4.2612  6.5173  17.6939
O  3.982  9.9465  10.1059
O  2.5251  9.0161  16.4015
O  2.9546  10.2695  18.7814
O  7.4791  3.7256  14.9443
O  5.3192  7.3172  15.5877
O  10.8999  10.2807  15.0648
O  4.3153  10.4174  21.0499
O  4.5532  0.934  16.6402
O  4.7085  3.2924  15.5111
O  9.7572  6.3731  17.4306
O  0.247  2.2248  21.4839
O  6.1871  5.1363  16.4949
O  4.1213  4.9904  11.4266

Results
free energy: -134646.961 eV
free energy less fixed offsets of H -15.97, O -568.88, Si -635.61 eV per atom: -1.481 eV

Forces (eV/angstrom), in the order of the atoms: element, x, y, z
Si  0.0042  0.001  0.0036
Si  -0.0022  0.0012  0.0055
Si  0.0027  -0.0019  0.0034
Si  0.001  0.0012  0.0048
Si  -0.0007  0.0017  0.0046
Si  0.0018  -0.0022  0.0027
Si  -0.0008  0.0038  0.0047
Si  0.0015  -0.0008  0.0041
Si  -0.001  -0.0011  0.0001
Si  -0.0011  0.0003  0.0004
Si  0  0.0006  0.0018
Si  -0.0007  -0.0006  0.0002
Si  -0.0012  0.0002  0.0015
Si  -0.0015  0.0002  -0.0001
Si  -0.0003  0.0016  -0.0015
Si  0.0003  -0.0012  0.002
Si  0.0004  -0.0007  0
Si  0  0.0004  -0.0001
Si  -0.0001  0.0013  0.0005
Si  0.001  0.0005  0
Si  0  -0.0001  0
Si  0.0021  0.0006  -0.0018
Si  0.0005  0.0002  -0.0009
Si  0.0003  0.0002  -0.0004
Si  -0.0003  0.0008  -0.0004
Si  -0.0018  -0.0006  0.0014
Si  -0.0003  0.0016  0.0008
Si  -0.0029  0.001  0.0003
Si  -0.0007  -0.0012  0.0006
Si  -0.0003  0.0012  -0.0019
Si  -0.0005  0.0006  -0.0011
Si  0.0012  -0.0003  0.0007
Si  0  -0.0014  0.0002
Si  -0.0003  0.0014  -0.0009
Si  0.0006  -0.0006  0.0012
Si  0.0007  0.0008  -0.0005
Si  -0.0009  0.0011  -0.0011
Si  -0.0007  -0.0027  0.0004
Si  -0.0003  0.0011  -0.0003
Si  0.0009  -0.0001  -0.0001
Si  -0.0174  -0.1101  -0.0526
Si  0.0279  -0.1756  0.0168
Si  -0.101  -0.0125  0.1263
Si  0.1403  -0.1071  -0.1267
Si  0.0859  -0.2028  -0.011
Si  0.0235  -0.006  -0.0443
Si  0.104  -0.085  -0.1189
Si  0.002  -0.0033  0.1211
Si  0.0625  0.1068  0.0059
Si  -0.1206  0.0487  0.0786
Si  -0.1255  0.2077  -0.0287
Si  -0.0319  0.0282  -0.072
Si  -0.0088  0.1528  0.1137
Si  -0.0315  0.0314  0.0712
Si  0.0342  -0.0472  -0.0928
Si  -0.0509  0.1682  0.0301
Si  0.0014  0.0011  0.0007
Si  0.0016  -0.0037  0.0026
Si  -0.0027  -0.0009  -0.0022
Si  0.002  0.0054  0.0052
Si  0.0021  0.0034  0.0014
Si  0.0002  -0.0028  0.0029
Si  0.0006  -0.0008  0.0013
Si  0.001  -0.0001  -0.0026
Si  -0.0033  0.0004  -0.0039
Si  -0.0042  0.0016  0.0007
Si  -0.0057  -0.0085  -0.0117
Si  0.0003  -0.0014  0.0058
Si  0.0052  0.0012  -0.0009
Si  -0.0111  -0.0047  -0.0041
Si  -0.0006  0.0009  0
Si  0.0019  0.0039  0
Si  -0.0082  -0.0115  -0.0101
Si  -0.004  -0.0069  -0.008
Si  0.0118  0.0025  0.0042
Si  0.0003  0.0028  -0.0133
Si  -0.0034  -0.0129  0.0063
Si  -0.0095  -0.0117  0.0082
Si  0.002  0.0024  0.0004
Si  -0.0024  -0.0072  0.0003
Si  0.0093  -0.002  0.003
Si  -0.007  0.0053  -0.0091
Si  -0.0123  0.01  -0.0047
Si  0.0064  -0.0106  -0.0079
Si  -0.0023  0.0149  -0.0097
Si  0.0284  -0.0074  -0.0014
Si  -0.0009  0.0017  -0.002
Si  0.0028  0.0096  -0.0043
Si  0.0244  -0.0151  0.012
Si  0.0003  -0.0054  0.0078
Si  -0.0045  0.0262  0.0472
Si  -0.0549  0.0615  0.0882
Si  0.011  -0.0416  -0.0257
Si  -0.0049  0.0085  -0.0222
Si  -0.0066  -0.003  -0.0136
Si  0.0026  -0.0002  -0.0056
O  -0.0006  0.0013  -0.0035
O  0.0008  0.0002  -0.0039
O  0.0051  -0.0033  0.0081
O  -0.0269  0.0152  -0.0262
O  -0.0002  0.0004  -0.0029
O  -0.0019  -0.0006  -0.004
O  0.0255  -0.0503  -0.077
O  0.0111  0.0065  0.0042
H  -0.0032  -0.0001  -0.0001
O  0.0097  -0.0169  0.0217
O  0.0007  -0.0012  0.0125
O  -0.0064  0.006  -0.0069
O  0.0183  0.0087  0.0032
O  0.0004  0.0007  0.0054
O  -0.0122  0.0263  0.0498
H  0.0005  0  -0.0024
H  -0.0003  0.0001  -0.002
O  -0.0023  0.0041  -0.0059
O  -0.0037  0.0021  -0.0062
O  0.0009  0.0016  -0.0076
O  0.0031  -0.004  -0.0071
O  0.0037  -0.0016  -0.0056
O  0.0002  -0.0021  -0.0089
Si  -0.0005  -0.0004  0.0079
Si  -0.0004  0.0003  -0.0027
Si  0.0004  0.0016  0.0046
Si  0.0009  0.0031  0.0093
Si  -0.0008  0.0014  -0.0003
Si  -0.0001  -0.0022  0.0062
Si  0.002  0.0026  0.0061
Si  0.0006  -0.0094  -0.0213
Si  0.0014  0.0008  0.009
Si  0.0008  -0.0007  0.0133
Si  0.0003  -0.0003  0.0075
Si  0.0003  -0.0017  0.0095
Si  -0.0001  -0.0012  0.0063
Si  -0.0016  -0.0028  0.0052
Si  0.0023  -0.002  -0.0018
Si  0.0124  -0.0116  -0.0253
Si  0.0005  -0.0005  0.0094
Si  0.0063  -0.0028  0.0014
Si  0.0006  -0.0025  0.0137
Si  0.0015  0.004  -0.0025
Si  -0.001  0.0036  0.0138
Si  -0.0019  -0.0018  0.0065
Si  0.0001  -0.001  0.008
Si  -0.0003  0.0015  0.013
Si  0.0037  -0.003  -0.0099
Si  0.0016  0.0007  0.0059
Si  -0.0026  -0.0002  0.0035
Si  -0.0028  0.0019  0.0112
Si  -0.0012  -0.0003  0.0068
Si  -0.0021  -0.0007  0.0058
Si  -0.0017  0.0024  0.0046
Si  -0.001  -0.0035  0.0079
Si  -0.0056  0.0006  0.0051
Si  -0.0013  0.0009  0.0064
Si  -0.0001  0.0024  -0.0077
Si  0.0016  0.0012  0.0093
Si  0.0006  0.0026  0.0057
O  0.0003  0.0012  -0.0033
O  0.0002  0.0004  -0.0044
O  -0.007  -0.0024  -0.002
O  -0.0008  0.0017  -0.0021
O  0.0012  0.0013  -0.003
O  -0.0003  -0.0007  -0.0031
O  0.002  0.0014  0.0011
O  0.0019  0.001  -0.0033
O  0.0064  -0.0034  0.0051
O  -0.0024  -0.0038  -0.008
O  -0.0004  -0.0017  -0.0029
O  0.0007  -0.0012  -0.0037
O  0.0002  0.0017  -0.0026
O  0.0004  0.001  -0.0033
O  -0.0012  0.0051  0.0015
O  -0.0002  -0.0001  -0.0049
O  -0.0001  0.0005  -0.0047
O  -0.0008  0  -0.0034
O  -0.0022  -0.0012  0.0025
O  -0.0007  0.0001  -0.0037
O  -0.0009  0.0001  -0.0046
O  0.0006  -0.0008  -0.0025
O  0.0002  0.0008  -0.0022
O  -0.0005  -0.0013  -0.0023
O  -0.0032  -0.0039  -0.007
O  -0.0022  -0.0042  0.0046
O  -0.001  0.0037  -0.0003
O  0.0017  0.0009  -0.0029
O  0.0021  0.0033  -0.0015
O  -0.0047  0.0011  0.0012
O  0.0005  0.0002  -0.0042
O  0.0027  0.0046  -0.0055
O  0.0006  0.0013  -0.0049
O  -0.0017  0.0004  -0.0035
O  -0.0025  0.0005  -0.0004
O  -0.0007  -0.0001  -0.0059
O  -0.0003  -0.0002  -0.0024
O  0.0004  0.0024  -0.0036
O  0.0011  0.0005  -0.0043
O  -0.0034  -0.0018  0.0025
O  -0.0062  -0.0025  0.0105
O  0.0007  -0.0001  -0.0045
O  0.0005  -0.0022  -0.0004
O  0.0007  0.0021  -0.0039
O  0.0001  0.0032  -0.0017
O  0.002  0.0009  -0.0017
O  -0.0008  0.003  -0.0075
O  0.0032  -0.0007  -0.0042
O  0.0049  0.0035  -0.0064
O  0.0027  0  0.0013
O  0.0001  0.0004  -0.0045
O  0.0015  -0.0023  -0.0031
O  0.0019  -0.0024  0.0028
O  0.0006  -0.0009  -0.0038
O  0.001  -0.0005  -0.0042
O  0.0044  0.0054  0.0053
O  -0.0006  0.0002  -0.0037
O  -0.0019  -0.0027  -0.0064
O  0.0015  -0.0003  -0.0038
O  -0.0004  -0.0016  -0.0008
O  -0.0001  -0.0002  -0.0051
O  -0.0035  0.0027  -0.0045
O  -0.0002  0.0003  -0.0047
O  -0.0003  -0.0011  -0.0042
O  0.0004  -0.0002  -0.0032
O  -0.0006  -0.0028  -0.0039
O  0.0012  0.0052  -0.0038
O  0.0028  0.0016  -0.0008

The program warned: the cutoff lies below the one the program advises for these potential files; the exchange-correlation potential is rough where the density is thin.
